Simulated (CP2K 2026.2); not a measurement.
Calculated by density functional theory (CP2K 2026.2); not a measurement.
Periodic cell of 504 atoms, Si360O144, from a study of silicon, its oxide and their interface. The atomic structure is a simulated model.
Doubt: the forces sum to 2.23 eV/angstrom along one axis rather than to zero, so they err by at least 0.0044 eV/angstrom per atom on average; the grid cutoff is modest.

Settings
functional: PBE
method: Gaussian and plane waves
basis set: DZVP-MOLOPT-SR-GTH
pseudopotentials: GTH-PBE
grid cutoff: 300 Ry, relative cutoff 40 Ry
k points: Gamma only
occupations: fixed
spin: none
net charge: 0

Cell vectors (angstrom)
a 16.32 0 0
b 0 16.32 0
c -7.2306 -5.7003 33.9138

Atoms and the computed forces on them: element, x, y, z (angstrom), force x, y, z (eV/angstrom)
Si 1.151 -0.986 0.211 0.04 -0.248 0.758
Si 4.291 1.034 0.14 -0.091 0.152 0.791
Si 1.18 4.249 0.009 0.22 -0.102 0.709
Si 3.826 7.141 0.116 0.094 -0.152 0.757
Si 1.572 -7.058 0.234 -0.012 0.151 0.756
Si 4.415 -4.31 0.152 -0.258 0.085 0.753
Si 6.495 -1.194 0.072 0.237 -0.096 0.745
Si 9.234 1.559 -0.008 0.201 -0.207 0.737
Si 6.916 3.713 -0.018 -0.154 0.317 0.731
Si 9.684 6.544 -0.015 -0.21 0.223 0.721
Si 6.63 9.778 0.099 0.136 -0.181 0.72
Si -6.581 -4.206 0.032 -0.159 0.145 0.763
Si -3.776 -1.58 0.11 -0.11 0.092 0.75
Si -1.059 1.225 0.095 -0.221 0.102 0.701
Si -4.337 4.34 0.027 0.215 -0.181 0.725
Si -0.981 6.546 -0.018 -0.235 0.074 0.732
Si -4.43 -6.5 -0.057 0.144 -0.196 0.728
Si -1.677 -3.887 0.029 0.258 -0.117 0.73
Si 2.731 0.027 1.551 0.012 -0.005 -0.043
Si 5.433 2.633 1.417 -0.001 -0.012 -0.067
Si 2.742 5.436 1.324 -0.014 0.01 -0.058
Si 5.447 8.219 1.405 -0.001 0.02 -0.062
Si 2.755 -5.42 1.394 0.006 0.022 -0.044
Si 5.444 -2.717 1.495 -0.018 0.024 -0.06
Si 8.128 -0.03 1.327 -0.022 0.006 -0.063
Si -5.457 2.694 1.277 -0.026 0.012 -0.053
Si 8.057 5.402 1.232 0.007 -0.044 -0.055
Si -5.505 8.186 1.265 0.003 -0.014 -0.04
Si 8.194 -5.378 1.379 0.011 0.014 -0.043
Si -5.4 -2.702 1.38 0.012 -0.02 -0.059
Si -2.652 0.03 1.369 0.02 -0.009 -0.055
Si 0.044 2.77 1.435 0.009 0.009 -0.047
Si -2.681 5.474 1.263 0.009 -0.011 -0.042
Si 0.022 8.069 1.463 0 -0.011 -0.059
Si -2.8 -5.467 1.327 -0.015 -0.003 -0.063
Si -0.035 -2.71 1.304 0.026 -0.028 -0.07
Si 1.392 1.441 2.83 -0.018 -0.01 0.023
Si 4.091 4.077 2.697 -0.016 -0.012 0
Si 1.393 6.73 2.794 0.034 0.009 0.041
Si 4.103 9.562 2.794 -0.006 -0.021 0.036
Si 1.34 -4.057 2.68 0.004 0.017 0.018
Si 4.045 -1.405 2.842 0.008 -0.014 0.033
Si 6.808 1.304 2.77 0.008 -0.002 0.04
Si 9.473 4.068 2.64 -0.004 0.001 0.022
Si 6.792 6.781 2.672 0.02 0.001 0.003
Si 9.5 -6.812 2.707 0.005 0.002 0.027
Si 6.86 -4.048 2.791 -0.008 -0.011 0.028
Si -6.795 -1.346 2.692 -0.014 -0.007 0.006
Si -4.085 1.367 2.665 0 0.013 0.001
Si -1.397 4.102 2.715 -0.004 0.013 0.017
Si -4.063 6.853 2.618 -0.009 -0.002 0.018
Si -1.397 -6.819 2.677 0.008 0.015 -0.001
Si -4.086 -4.096 2.755 0.015 0.014 0.047
Si -1.332 -1.354 2.749 -0.021 0.005 0.033
Si 0.013 0.017 4.112 0.013 -0.025 -0.024
Si 2.755 2.778 4.145 0.001 0.007 0.011
Si -0.017 5.413 4.115 0.004 -0.01 -0.008
Si 2.739 8.154 4.109 -0.001 -0.004 -0.02
Si -0.017 -5.444 4.026 0 0.004 0.005
Si 2.669 -2.756 4.138 -0.006 -0.015 0.001
Si 5.44 -0.025 4.139 0.005 0.014 -0.008
Si 8.168 2.713 4.072 0.002 0.005 -0.014
Si 5.446 5.438 4.057 0.002 -0.008 0.003
Si 8.147 -8.181 4.053 -0.004 0.019 0.001
Si 5.475 -5.415 4.131 -0.022 0.01 -0.013
Si 8.207 -2.688 4.118 -0.002 0 0.009
Si -5.434 0.014 4.047 0 0.002 0
Si -2.747 2.723 4.056 0.018 0.007 0.001
Si -5.445 5.453 3.974 -0.005 0.004 -0.032
Si -2.742 8.165 4.061 -0.013 -0.018 -0.001
Si -5.455 -5.46 4.087 -0.004 0.014 -0.008
Si -2.714 -2.717 4.091 -0.002 -0.006 -0.022
Si 1.374 -1.35 16.293 0.005 0.019 -0.014
Si 4.064 1.371 16.331 0.001 -0.008 -0.01
Si 1.377 4.095 16.344 0.004 0.004 0
Si 4.075 6.794 16.339 0.006 0.012 -0.004
Si 1.38 -6.81 16.301 0.003 0.008 -0.006
Si 4.098 -4.074 16.331 -0.003 0.008 -0.005
Si 6.8 -1.355 16.35 -0.002 0.005 -0.005
Si -6.805 1.36 16.36 0.016 -0.024 -0.008
Si 6.801 4.079 16.356 -0.006 0.009 -0.002
Si -6.794 6.795 16.32 -0.005 -0.005 -0.01
Si 6.778 -6.806 16.32 -0.008 -0.004 -0.004
Si -6.836 -4.084 16.279 0.002 -0.012 -0.013
Si -4.068 -1.317 16.266 -0.008 0 -0.012
Si -1.374 1.371 16.29 0.01 -0.004 -0.008
Si -4.076 4.072 16.322 -0.002 0.001 -0.001
Si -1.357 6.776 16.32 -0.005 -0.002 -0.006
Si -4.089 9.482 16.289 0.008 -0.003 -0.007
Si -1.353 -4.08 16.264 -0.01 0.003 -0.01
Si 2.719 -0.007 17.685 -0.02 0 0.02
Si 5.412 2.727 17.706 0.006 -0.013 -0.007
Si 2.729 5.457 17.742 -0.013 0.004 -0.013
Si 5.421 8.16 17.695 0.006 -0.003 0.026
Si 2.704 -5.419 17.663 0.004 -0.013 0.017
Si 5.459 -2.727 17.72 -0.007 0.002 0.007
Si 8.147 0.005 17.735 0.007 -0.001 0.018
Si -5.417 2.716 17.706 -0.01 0.007 -0.001
Si 8.192 5.436 17.696 -0.008 0.002 0.004
Si -5.454 8.157 17.692 0.003 0.003 0.005
Si 8.142 -5.449 17.666 0.016 0.012 -0.005
Si -5.472 -2.669 17.547 -0.002 0.024 0.008
Si -2.721 0.024 17.67 0.005 0.002 0.005
Si -0.015 2.719 17.644 0.004 0.002 -0.003
Si -2.734 5.434 17.69 0.013 -0.002 0.019
Si 0.061 -8.217 17.649 -0.001 -0.007 -0.002
Si -2.67 -5.503 17.584 -0.006 0.005 0.007
Si -0.03 -2.68 17.615 -0.002 -0.01 -0.015
Si 1.295 1.332 19.007 -0.01 -0.015 -0.032
Si 4.083 4.091 19.1 0.013 0.004 -0.008
Si 1.352 6.783 19.136 -0.002 0.004 -0.004
Si 4.016 -6.806 19.039 0.005 -0.019 -0.033
Si 1.312 -4.02 18.962 -0.003 -0.008 -0.035
Si 4.102 -1.341 19.062 -0.009 -0.007 -0.014
Si 6.761 1.391 19.084 0.009 -0.007 -0.003
Si -6.749 4.091 19.072 -0.003 0 -0.025
Si 6.832 6.81 19.036 -0.027 0.035 -0.044
Si -6.829 9.529 19.04 0.003 -0.032 -0.016
Si 6.821 -4.117 19.076 -0.018 0.021 -0.004
Si 9.544 -1.392 19.041 -0.002 -0.016 -0.02
Si -4.07 1.347 19.076 -0.001 0.006 -0.01
Si -1.355 4.063 19.025 0.009 -0.004 -0.037
Si -4.087 6.807 19.056 0 -0.003 -0.018
Si -1.273 -6.849 18.962 -0.005 0.018 -0.027
Si -4.085 -4.073 18.758 0.007 -0.019 -0.056
Si -1.349 -1.325 19.017 0.015 0.01 -0.028
Si -0.051 0.016 20.47 -0.003 0.022 0.058
Si 2.63 2.713 20.347 -0.032 0 0.045
Si -0.017 5.373 20.463 -0.007 -0.02 0.075
Si 2.663 8.197 20.503 0.015 0.024 0.05
Si 0.017 -5.423 20.315 -0.002 -0.001 0.046
Si 2.63 -2.663 20.342 0.008 0.023 0.022
Si 5.449 0 20.485 -0.008 0 0.037
Si 8.154 2.774 20.411 0.009 0.005 0.051
Si 5.499 5.449 20.427 0.011 0.019 0.051
Si 8.146 8.19 20.454 -0.004 -0.015 0.052
Si 5.399 -5.46 20.386 -0.013 -0.008 0.07
Si 8.252 -2.831 20.437 0.032 -0.008 0.071
Si -5.426 -0.014 20.431 -0.018 -0.005 0.06
Si -2.686 2.702 20.412 0.01 -0.004 0.064
Si -5.421 5.459 20.48 0.003 0.015 0.025
Si -2.614 -8.19 20.334 0.013 -0.015 0.015
Si -5.378 -5.36 20.18 -0.003 -0.004 0.063
Si -2.771 -2.776 20.146 -0.009 0.002 0.062
Si 1.586 -1.068 21.752 -0.199 -0.221 -0.718
Si 3.783 1.205 21.666 0.282 0.081 -0.657
Si 1.061 3.727 21.785 0.085 0.195 -0.792
Si 4.297 6.999 21.692 -0.161 -0.04 -0.718
Si 1.561 -6.427 21.777 -0.183 -0.254 -0.723
Si 3.797 -4.23 21.572 0.143 0.036 -0.712
Si 7.118 -1.213 21.665 -0.259 -0.179 -0.726
Si -7.072 1.143 21.669 0.266 0.136 -0.704
Si 7.141 4.41 21.788 -0.167 -0.146 -0.755
Si -6.968 6.669 21.795 0.184 0.17 -0.745
Si 6.466 -7.066 21.735 0.119 0.129 -0.74
Si 9.926 -3.944 21.75 -0.267 -0.108 -0.695
Si -4.244 -1.702 21.564 -0.019 0.21 -0.697
Si -1.213 1.548 21.859 -0.159 -0.181 -0.718
Si -3.793 4.282 21.718 -0.212 -0.068 -0.709
Si -1.594 6.54 21.751 0.231 0.154 -0.743
Si -3.776 -6.496 21.385 0.07 -0.092 -0.75
Si -1.641 -4.288 21.492 0.154 0.056 -0.721
Si 2.743 -5.173 26.199 -0.005 0.019 -0.018
Si 6.42 3.897 24.795 0.004 0.014 -0.154
Si 0.003 7.042 -5.442 -0.139 -0.03 0
Si 3.819 -3.907 -2.814 0.065 -0.061 0.06
Si 4.591 -3.594 24.437 0.012 -0.054 -0.072
Si -6.696 0.247 -2.887 -0.077 0.047 0.066
Si 6.76 -5.925 24.61 -0.071 -0.029 -0.132
Si 0.002 -1.709 -4.491 -0.044 0.102 0.067
Si -7.635 -0.616 26.268 0.157 0.069 -0.06
Si -7.341 2.048 -5.21 0.032 0.011 -0.018
Si -2.932 -2.458 -4.794 0.077 -0.081 -0.016
Si 0.286 -6.432 24.707 0.131 0.034 -0.218
Si 2.471 5.586 23.85 -0.036 -0.031 -0.128
Si 0.291 -5.113 -1.776 -0.095 0.014 0.035
Si 0.814 -1.524 24.809 0.084 0.117 -0.081
Si 1.024 -4.192 -6.188 -0.013 -0.088 0.054
Si -0.987 -6.569 -6.734 -0.014 0.021 -0.012
Si -1.091 -3.804 24.396 0.072 0.075 -0.073
Si 6.472 3.562 -5.633 -0.048 0.079 0.036
Si -4.21 3.56 24.714 0.033 0.055 -0.091
Si -5.3 -7.923 23.772 -0.062 -0.058 0
Si -2.94 -2.164 26.022 0.039 0.019 -0.141
Si 4.796 6.903 -2.814 0.072 0.128 0.154
Si 6.594 -4.309 -4.139 -0.047 -0.093 0.105
Si 6.192 -1.187 24.454 0.032 -0.104 -0.12
Si 2.811 2.632 -2.176 -0.031 0.041 0.039
Si -6.674 -5.322 24.646 0.075 0.053 -0.21
Si 4.877 -7.537 26.335 0.064 0.003 -0.027
Si 2.756 7.647 -4.876 0.163 0.09 -0.074
Si 6.963 -7.24 -2.893 0.033 0.029 0.15
Si -3.46 -5.448 -5.254 0.016 0.095 -0.024
Si -0.13 7.039 24.499 -0.005 -0.076 -0.065
Si -1.827 1.651 -2.851 -0.002 -0.008 0.164
Si 4.692 1.477 24.45 -0.007 0.027 -0.067
Si -8.103 -2.505 -2.199 -0.074 0.035 0.192
Si 7.153 6.14 -7.146 -0.061 -0.066 -0.112
Si -6.931 7.305 -3.035 0.071 -0.059 0.109
Si -3.343 4.175 -2.913 -0.08 0.033 0.1
Si -3.074 -0.05 23.845 0.113 -0.025 -0.055
Si 1.539 -2.524 -2.186 0.003 0.051 0.013
Si 1.968 -5.827 -3.976 0.036 0.073 0.094
Si 5.459 4.111 -2.875 -0.046 -0.056 0.14
Si -4.093 6.584 25.706 0.132 -0.011 -0.007
Si -4.133 -7.477 -3.016 0.016 0.012 0.15
Si 5.803 -4.838 -7.007 -0.028 -0.039 -0.057
Si 0.947 1.239 -4.343 0.002 -0.014 0.069
Si 1.404 2.562 -7.214 -0.013 -0.093 -0.036
Si -1.783 6.863 -2.926 -0.057 0.03 0.107
Si 4.376 5.803 25.989 0.013 -0.046 0.024
Si 4.957 -7.856 -7.075 -0.031 0.041 -0.089
Si -5.916 4.841 -4.634 -0.04 -0.005 -0.007
Si -3.951 -0.618 -2.762 0 0.046 0.098
Si -5.871 1.356 24.447 -0.092 -0.11 0.042
Si 2.703 0.051 26.45 -0.09 -0.084 -0.064
Si 1.349 -1.353 5.478 0.004 0.005 0.015
Si 4.095 1.371 5.471 -0.003 -0.005 0.014
Si 1.352 4.087 5.487 0.002 0.015 0.022
Si 4.099 6.791 5.449 -0.002 -0.002 0.004
Si 1.342 9.523 5.419 -0.001 0.013 0.002
Si 4.075 -4.087 5.474 0.001 0.003 0.013
Si 6.817 -1.363 5.48 -0.003 -0.003 0.014
Si 9.534 1.366 5.429 -0.008 -0.006 0.007
Si 6.805 4.078 5.422 -0.003 -0.003 0.012
Si -6.787 6.791 5.393 0.004 -0.012 0.005
Si 6.815 -6.817 5.448 0.009 -0.006 0.011
Si -6.784 -4.084 5.457 0.007 -0.014 0.018
Si -4.087 -1.354 5.427 -0.002 0 0.002
Si -1.38 1.37 5.435 -0.006 0.01 0.006
Si -4.105 4.101 5.391 -0.015 0 0.006
Si -1.374 6.81 5.429 0 0.007 0.01
Si -4.086 -6.805 5.44 0.003 0.008 0.008
Si -1.353 -4.088 5.43 0.007 -0.001 -0.001
Si 2.725 0.007 6.819 -0.004 0.002 0.005
Si 5.456 2.732 6.813 0 0.002 0.001
Si 2.724 5.454 6.818 -0.007 -0.001 0.003
Si 5.452 -8.169 6.81 -0.004 -0.001 0.002
Si 2.707 -5.456 6.806 0.008 0 -0.005
Si 5.44 -2.721 6.822 0 -0.006 0.003
Si 8.177 0.013 6.81 0.004 0.005 -0.001
Si -5.437 2.736 6.782 0.002 -0.001 0
Si -8.149 5.441 6.773 0 0.001 0
Si -5.446 -8.172 6.785 0.007 0.008 -0.001
Si -8.151 -5.447 6.806 -0.007 0.004 0
Si -5.428 -2.716 6.806 -0.004 0 0.002
Si -2.732 0.005 6.796 0 -0.004 -0.004
Si -0.011 2.711 6.813 0.009 -0.008 0.003
Si -2.737 5.442 6.777 0 0.003 -0.005
Si -0.012 8.168 6.791 0.001 -0.006 0.001
Si -2.718 -5.442 6.793 -0.005 0.001 -0.001
Si -0.012 -2.727 6.813 0.002 -0.003 -0.006
Si 1.355 1.358 8.173 -0.006 -0.009 -0.003
Si 4.084 4.084 8.168 0 0 -0.008
Si 1.355 6.815 8.159 0.01 0.004 -0.004
Si 4.077 -6.811 8.161 -0.011 -0.008 0.004
Si 1.358 -4.083 8.165 -0.005 0.005 -0.006
Si 4.086 -1.353 8.175 0.01 0.011 -0.005
Si 6.813 1.371 8.169 -0.003 -0.001 -0.002
Si -6.801 4.084 8.149 0.001 -0.002 -0.004
Si 6.816 6.791 8.158 0.001 0.003 -0.006
Si -6.792 -6.809 8.16 -0.001 0.001 -0.009
Si 6.801 -4.091 8.166 -0.008 -0.01 -0.006
Si -6.793 -1.359 8.164 -0.002 -0.003 -0.006
Si -4.085 1.371 8.152 0.003 0.002 -0.009
Si -1.374 4.087 8.15 -0.002 -0.002 -0.008
Si -4.086 6.798 8.151 -0.006 -0.001 -0.009
Si -1.365 -6.799 8.16 0.007 0.012 -0.007
Si -4.071 -4.08 8.161 0.007 0.004 -0.003
Si -1.374 -1.36 8.161 0.001 -0.005 0.002
Si -0.006 -0.007 9.522 0.007 0 -0.001
Si 2.723 2.722 9.523 -0.004 0.002 -0.004
Si -0.004 5.443 9.508 0.006 0.008 -0.006
Si 2.719 -8.161 9.526 -0.005 0.001 -0.002
Si -0.003 -5.442 9.522 -0.003 -0.004 -0.002
Si 2.719 -2.719 9.52 0.004 -0.004 -0.005
Si 5.448 0.01 9.525 -0.004 -0.003 -0.002
Si -8.154 2.731 9.524 -0.005 -0.004 -0.005
Si 5.449 5.44 9.524 0 -0.003 -0.003
Si -8.154 -8.166 9.521 0.002 0.004 -0.003
Si 5.439 -5.449 9.52 0.003 0.01 -0.006
Si -8.16 -2.72 9.518 0 0 -0.007
Si -5.439 0.008 9.519 -0.004 0.001 -0.002
Si -2.725 2.724 9.514 -0.004 -0.007 -0.006
Si -5.444 5.442 9.513 0.008 0 -0.005
Si -2.725 -8.162 9.514 0 -0.002 -0.005
Si -5.436 -5.443 9.516 0.001 -0.001 -0.004
Si -2.722 -2.72 9.528 -0.003 0.002 -0.004
Si 1.362 -1.359 10.882 -0.002 -0.003 0.001
Si 4.084 1.365 10.886 0.004 -0.005 0.002
Si 1.361 4.087 10.872 -0.006 -0.002 0.002
Si 4.084 -9.522 10.881 -0.006 0.006 0.002
Si 1.359 -6.801 10.881 0.008 0.009 -0.001
Si 4.081 -4.081 10.872 -0.001 0.001 -0.003
Si 6.804 -1.356 10.879 -0.003 -0.001 0.002
Si -6.803 1.364 10.88 0 0.006 0.004
Si -9.517 4.081 10.889 0.004 -0.005 0.001
Si -6.801 -9.527 10.885 0.004 0 0.001
Si -9.517 -6.806 10.878 -0.008 -0.009 -0.001
Si -6.801 -4.082 10.875 -0.001 0.001 -0.002
Si -4.084 -1.356 10.88 0.004 -0.005 0.002
Si -1.364 1.363 10.873 0.004 0.001 0.001
Si -4.085 4.082 10.871 -0.002 0.002 -0.002
Si -1.36 6.8 10.871 -0.008 -0.002 0.001
Si -4.082 -6.805 10.879 0.001 0.007 0.001
Si -1.359 -4.082 10.884 0.006 0.003 -0.002
Si 2.722 0.006 12.243 0.002 0 0.008
Si 5.445 2.72 12.252 -0.003 0.005 0.004
Si 2.723 5.439 12.241 0.006 0 0.003
Si 5.447 -8.165 12.241 0.002 0.01 0.006
Si 2.728 -5.444 12.231 -0.007 0.004 0.003
Si 5.435 -2.715 12.229 -0.002 -0.004 0.003
Si 8.156 0.007 12.244 0.002 0 0.005
Si -5.45 2.733 12.232 0.011 -0.005 0.001
Si -8.161 5.438 12.253 -0.008 -0.002 0.004
Si -5.44 -8.167 12.24 -0.002 -0.003 0.005
Si -8.162 -5.441 12.236 0.002 0.008 0.001
Si -5.45 -2.715 12.236 -0.002 -0.002 -0.001
Si -2.723 0.006 12.235 -0.004 0 0.006
Si 0.001 2.723 12.226 0.001 -0.002 0.004
Si -2.716 5.435 12.227 -0.003 -0.001 0.001
Si 0 8.155 12.236 0.003 0 0.003
Si -2.723 -5.444 12.238 0 -0.001 0
Si 0.009 -2.724 12.237 -0.001 -0.002 0.01
Si 1.361 1.375 13.594 -0.009 0.004 0.005
Si 4.086 4.084 13.608 -0.003 -0.003 0.005
Si 1.362 6.799 13.599 -0.002 0.001 0.009
Si 4.088 -6.802 13.592 0.003 -0.002 -0.001
Si 1.379 -4.084 13.591 0.013 -0.008 0.007
Si 4.087 -1.353 13.601 -0.001 -0.004 0.008
Si 6.8 1.359 13.619 0.004 -0.008 0.006
Si -6.807 4.074 13.615 0.006 0.004 0.002
Si 6.796 -9.525 13.612 0.001 0 0.004
Si -6.808 -6.808 13.596 -0.003 0.002 0.007
Si 6.788 -4.076 13.585 -0.005 0.005 0.005
Si 9.514 -1.352 13.602 -0.001 -0.001 0.005
Si -4.089 1.377 13.58 -0.012 0.002 -0.001
Si -1.353 4.08 13.59 0 -0.004 0
Si -4.078 6.781 13.589 0.011 -0.006 -0.002
Si -1.362 9.511 13.595 -0.008 0.017 0.007
Si -4.091 -4.082 13.587 0.001 0.002 -0.005
Si -1.353 -1.356 13.584 0.006 0.004 0.007
Si 0.002 0.01 14.945 -0.002 -0.004 -0.001
Si 2.719 2.733 14.965 0.007 0.004 -0.001
Si 0.009 5.43 14.96 0.001 0.001 0.007
Si 2.738 8.153 14.95 0.005 0.008 0
Si 0.018 -5.45 14.935 -0.005 -0.004 0.007
Si 2.736 -2.722 14.955 0 -0.009 0.002
Si 5.436 0.002 14.983 -0.003 0 0.003
Si 8.156 2.716 14.989 -0.003 -0.002 0.006
Si 5.443 5.434 14.983 -0.006 -0.001 -0.002
Si 8.155 -8.164 14.968 -0.003 0 0.002
Si 5.439 -5.436 14.954 0.001 0.001 0.003
Si 8.132 -2.71 14.945 0.003 0.003 0.004
Si -5.452 0.035 14.945 0.015 0.01 0.001
Si -2.727 2.729 14.938 -0.003 -0.003 -0.006
Si -5.437 5.433 14.962 0.003 -0.001 -0.003
Si -2.716 8.131 14.946 -0.011 -0.005 -0.001
Si -5.447 -5.448 14.949 -0.001 0.008 0
Si -2.725 -2.714 14.927 0.001 -0.004 0
O 4.112 2.031 23.044 0.06 0.448 0.151
O 0.874 -6.73 23.221 -0.319 -0.131 0.227
O 7 -1.944 -1.285 -0.457 -0.318 -0.131
O 4.065 -3.584 -1.256 0.193 0.255 -0.227
O 5.378 8.12 22.222 0.118 0.094 0.581
O -4.476 0.721 23.952 -0.04 -0.141 -0.012
O -5.863 -4.329 25.613 0.405 -0.02 -0.081
O -3.823 -2.005 -6.04 -0.2 0.238 0.143
O 7.055 -6.392 23.091 0.342 -0.072 -0.191
O -6.63 3.4 -4.685 0.203 0.135 0.012
O 7.681 -3.324 -3.478 0.347 0.077 -0.281
O 6.622 3.804 23.201 -0.082 -0.329 0.171
O 0.055 0.103 -0.329 0.058 -0.029 -0.429
O -5.456 5.467 -0.353 0.112 0.21 -0.389
O -3.821 3.807 -1.413 0.01 -0.415 -0.103
O -2.205 5.31 -2.889 0.52 -0.437 -0.117
O -1.559 -1.606 -4.854 -0.149 0.273 -0.363
O -7.202 -3.498 -1.295 0.121 -0.107 -0.178
O 3.678 6.191 22.96 0.302 -0.048 0.317
O -5.567 8.143 -3.194 -0.142 0.172 0.08
O -1.525 1.96 -1.285 -0.26 0.209 0.068
O 1.357 -5.816 25.724 -0.143 0.027 0.303
O -1.922 0.913 23.203 0.004 0.019 0.43
O 6.776 -1.887 23.116 -0.056 -0.574 0.231
O -2.732 -2.727 -0.426 0.168 -0.075 -0.699
O 0.232 3.633 -7.426 -0.409 -0.403 0.131
O 3.224 -4.066 25.129 -0.2 0.46 -0.028
O 1.725 3.503 -1.339 0.04 -0.145 -0.514
O 4.514 6.613 -1.253 0.344 -0.206 -0.101
O -4.542 4.709 -3.822 0.097 0.343 0.264
O 7.268 -7.057 -1.309 0.362 -0.022 0.03
O -8.075 5.541 22.225 -0.122 -0.124 0.501
O -4.371 -0.861 -1.22 -0.362 0.084 -0.076
O -7.201 7.006 -1.466 -0.499 0.195 0.012
O 3.586 1.632 -1.183 0.236 0.113 -0.15
O 1.774 4.328 23.122 0.061 -0.115 0.561
O 8.143 2.709 -0.382 0.12 -0.168 -0.038
O 0.739 -6.45 -1.02 -0.02 -0.254 -0.004
O 2.746 -5.358 22.133 -0.03 0.024 0.54
O 6.848 -5.817 -3.629 0.024 -0.282 0.132
O -1.414 7.289 -1.404 -0.105 0.657 -0.085
O 1.049 -1.5 23.22 -0.286 -0.178 0.135
O 4.351 -3.403 22.854 0.337 0.56 0.232
O -0.934 -5.384 24.655 -0.445 -0.245 0.256
O 6.178 -7.16 25.46 0.301 -0.512 -0.036
O 6.152 3.292 -4.072 -0.091 -0.285 0.073
O -5.507 2.73 25.23 -0.165 0.286 0.497
O 8.151 -5.43 25.239 -0.302 0.31 0.455
O -5.354 -2.747 22.169 -0.125 0.372 0.2
O 1.387 6.759 24.039 0.297 0.182 0.214
O 0.549 -2.9 -5.397 -0.124 0.07 -0.358
O -3.288 -1.258 22.798 0.214 -0.395 0.097
O 5.511 -6.393 -6.679 0.058 -0.139 0.049
O 2.777 3.358 -7.421 -0.191 0.048 0.204
O -6.642 0.954 -1.439 0.03 0.156 -0.173
O -3.873 -7.087 -1.467 0.528 -0.329 0.141
O -4.262 5.076 25.192 -0.206 0.011 0.04
O 5.666 5.652 -3.311 0.544 0.098 -0.512
O 5.493 2.641 25.211 0.02 0.022 0.843
O -2.736 5.448 22.167 0.059 -0.223 0.129
O -1.195 -4.656 -1.349 -0.155 -0.29 -0.504
O 1.982 -1.404 -1.133 0.466 0.146 -0.27
O -2.375 -6.425 -5.928 -0.016 -0.465 0.004
O 6.123 7.36 -7.056 0.191 -0.151 0.099
O 2.748 0.021 22.11 0.022 -0.117 0.137
O -6.452 1.224 -6.271 0.219 0.006 0.39
O 1.59 6.721 -5.486 0.222 -0.431 -0.346
O -0.059 2.637 22.317 0.086 0.019 0.564
O -0.718 5.853 -6.261 -0.563 -0.149 0.389
O -2.598 0.239 -2.898 0.338 -0.405 -0.115
O 2.135 -5.031 -5.362 0.45 0.144 -0.076
O -1.026 -3.541 22.801 0.047 0.208 -0.067
O 1.262 1.987 -5.724 0.109 0.002 0.068
O -6.849 5.931 -3.88 -0.619 -0.258 -0.136
O 3.805 -6.365 26.238 0.102 -0.115 -0.072
O 3.178 -5.394 -2.988 0.128 -0.404 0.354
O 4.259 7.4 25.79 -0.23 0.028 -0.357
O 2.03 -7.389 -4.237 -0.446 -0.067 0.126
O -6.361 7.315 23.172 -0.267 -0.038 0.312
O -6.691 1.766 23.121 -0.057 0.376 0.176
O 2.678 -8.11 -0.361 0.234 0.168 -0.437
O -0.533 7.054 -3.921 0.348 0.155 0.296
O 5.061 -2.174 25.047 -0.091 0.144 0.551
O 5.492 -5.447 -0.319 0.031 -0.105 -0.358
O 7.812 3.794 25.604 0.338 -0.311 -0.27
O -1.042 7.106 23.169 -0.027 0.029 -0.042
O -7.251 -1.257 -2.736 0.307 -0.183 -0.015
O -0.171 -5.191 -6.577 -0.151 0.186 -0.175
O -8.134 -0.037 22.03 -0.031 -0.01 0.312
O -3.716 -2.056 -3.446 -0.046 -0.347 0.442
O 6.17 3.946 -1.441 0.135 0.223 -0.167
O 5.178 3.368 -6.562 -0.127 -0.181 0.221
O -2.723 -5.408 22.018 0.079 -0.106 0.398
O 0.089 5.379 -0.46 0.053 -0.036 -0.273
O -6.682 0.322 25.361 0.096 0.048 -0.031
O 2.09 1.713 -3.294 0.147 -0.15 0.015
O 5.617 0.24 24.001 0.015 0.067 -0.545
O -6.03 -6.809 24.684 0.019 -0.036 0.475
O 4.439 -3.983 -7.253 -0.041 0.606 0.474
O 8.15 -8.112 -3.549 0.113 0.008 -0.342
O 3.434 6.871 -3.652 -0.449 -0.367 0.177
O -2.774 -0.712 25.297 0.211 0.216 0.619
O 0.513 -5.41 -3.353 -0.215 -0.189 -0.266
O -7.647 6.679 -7.032 0.065 0.714 0.059
O 2.715 -2.8 -3.265 -0.19 0.221 -0.454
O 5.386 -0.073 -0.376 0.044 0.013 -0.357
O 1.266 -3.889 -1.341 0.366 0.072 0.353
O 3.079 5.133 25.281 -0.234 -0.451 0.31
O 7.607 2.46 -5.955 0.075 -0.354 -0.694
O 5.732 -4.699 24.658 -0.06 0.076 0.337
O 0.863 -0.351 -4.68 0.282 -0.161 -0.361
O -4.631 -5.171 -6.348 -0.536 -0.332 0.416
O 0.107 -2.954 25.09 0.158 -0.144 0.211
O 3.824 8.045 -6.008 -0.065 0.095 0.004
O -0.479 1.625 -3.711 -0.091 0.064 -0.02
O -2.987 7.797 -3.449 -0.012 0.138 -0.314
O -5.463 6.994 26.43 -0.135 0.283 -0.455
O -5.179 0.174 -3.45 0.201 0.352 -0.408
O -2.513 -3.326 24.982 -0.382 -0.211 -0.318
O 3.588 0.937 25.466 -0.122 0.195 0.084
O -2.743 2.805 -3.5 -0.156 -0.117 -0.633
O -2.896 2.845 25.344 0.348 -0.371 -0.337
O 2.171 -1.292 25.675 0.213 -0.569 0.121
O -7.593 1.094 -3.924 -0.552 0.131 0.278
O -0.215 -7.839 -6.135 0.03 -0.056 -0.309
O -6.751 -4.725 23.134 -0.155 0.147 0.277
O 5.705 5.279 25.228 -0.019 0.384 -0.047
O -0.579 5.881 25.531 0.264 -0.485 -0.189
O -0.233 -7.858 25.253 -0.038 -0.029 0.318
O 3.902 3.66 -2.793 -0.297 0.108 -0.398
O -0.164 -0.328 25.325 -0.211 0.024 -0.306
O -4.66 -7.122 22.561 -0.079 -0.076 0.028
O 6.969 5.073 -5.936 0.26 0.25 0.261
O -5.573 5.326 -6.141 0.462 -0.244 -0.165
O -4.22 3.534 23.1 -0.086 -0.249 0.117
O 6.637 -4.245 -5.754 0.402 0.293 -0.146
O 7.282 -0.899 25.569 -0.147 0.041 0.28
O -2.734 -4.059 -4.83 0.391 -0.117 0.17
O 5.556 -8.021 -3.064 -0.38 0.497 -0.485
O 5.137 -3.783 -3.692 -0.048 0.152 -0.401
O 0.165 -2.129 -2.93 -0.443 -0.106 0.425
O -5.52 -5.346 -0.475 -0.08 -0.194 -0.111
O -4.055 7.639 24.487 0.552 0.311 0.049
O -4.076 -6.166 -3.953 -0.174 0.408 0.078

Results
total energy: -101659.281 eV
total energy less fixed offsets of O -438.25, Si -107.07 eV per atom: -6.081 eV
